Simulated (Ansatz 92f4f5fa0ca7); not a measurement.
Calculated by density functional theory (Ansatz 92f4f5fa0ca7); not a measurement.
Periodic cell of 264 atoms, Si152O112, from a study of silicon, its oxide and their interface. The atomic structure is a simulated model.
This geometry differs little from another in the collection (a relaxation step or a small displacement).

Settings
functional: r2SCAN
potential files: Ansatz PAW
basis: plane waves
wave-function cutoff: 800 eV
density cutoff ratio: 5
exchange-correlation grid ratio: 1
k mesh: 1 x 1 x 1, shifted by 0.5 0.5 0 of a step
self-consistency stop: 1e-10 eV per atom in the density residual
occupations: fixed
spin: none
net charge: 0

Cell vectors (angstrom)
a  10.888  0  0
b  0  10.888  0
c  0  0  37.1861

Atoms and the computed forces on them: element, x, y, z (angstrom), force x, y, z (eV/angstrom)
Si  0.8813  -0.2383  -0.4114  -0.0014  0.006  -0.0597
Si  2.9791  2.4963  0.1253  -0.007  0.004  -0.0241
Si  -0.1607  5.6861  0.1323  0.0023  -0.0035  -0.0317
Si  2.8043  8.2442  0.1359  0.0028  -0.0069  -0.0292
Si  5.2285  0.3443  0.1525  0.0124  -0.0027  -0.0404
Si  7.9716  2.9696  0.2173  0.0037  -0.013  -0.0341
Si  5.6792  5.0838  -0.014  0.0018  -0.001  -0.0102
Si  8.4469  7.8286  0.0084  -0.0001  0.0062  -0.0403
Si  1.4735  1.2581  1.3385  -0.0035  -0.0008  0.0002
Si  4.1348  4.0586  1.4186  0.0058  -0.0015  -0.0016
Si  1.4167  6.8411  1.4216  0.0025  0.0011  -0.0015
Si  4.191  9.5583  1.4464  -0.0011  -0.0011  0.0017
Si  6.7874  1.4287  1.5037  0.0013  0.0006  -0.0056
Si  9.5555  4.1373  1.4488  -0.0032  -0.0066  0.0041
Si  6.8098  6.7164  1.2725  -0.0027  -0.0017  0.0025
Si  9.5029  9.4369  1.3266  0.0045  0.0086  -0.0155
Si  0.0277  2.6411  2.6492  -0.0006  -0.0032  -0.0002
Si  2.778  -0.0258  2.8092  -0.0029  -0.0006  0.0011
Si  0.0406  8.2071  2.77  0.0067  0.0001  -0.0009
Si  2.7482  5.4303  2.7319  -0.0006  -0.0014  0.0028
Si  5.4332  2.7405  2.8734  -0.0042  0.0005  -0.002
Si  8.1911  -0.0256  2.6972  0.0025  0.0014  -0.0007
Si  5.5317  8.1232  2.6981  -0.0011  -0.0026  -0.0008
Si  8.1734  5.4761  2.7822  -0.0035  -0.0028  -0.001
Si  1.3752  4.0218  4.0404  -0.0008  0.0015  -0.0003
Si  4.0867  1.3505  4.1784  -0.0006  -0.002  0.0022
Si  1.3891  9.5351  4.1482  0.0006  0.0002  0.0002
Si  4.1183  6.8038  4.0709  -0.0008  -0.0021  0.0008
Si  6.823  4.1172  4.154  0.0014  0.0019  0
Si  9.5462  1.3388  4.0581  -0.0022  0.0003  0.0006
Si  6.8547  9.4954  4.0791  0.001  -0.0028  0.003
Si  9.5439  6.8356  4.1101  -0.0023  0.0001  0.0015
Si  0.0021  0.0122  5.4656  -0.0024  0.0005  0.0003
Si  2.7083  2.7215  5.4818  -0.0011  -0.0016  -0.0009
Si  0.0102  5.4063  5.4082  -0.0026  -0.0026  0.0008
Si  2.753  8.1471  5.4573  0.0002  -0.0023  0.0009
Si  5.4724  -0.0397  5.4565  0.0007  0.0002  0.0007
Si  8.1917  2.7074  5.439  0.001  -0.002  0.0017
Si  5.4455  5.4669  5.4828  -0.0016  0.0002  0.0004
Si  8.1898  8.176  5.4794  -0.0033  -0.0009  0
Si  1.3407  1.3734  6.8333  -0.0005  -0.0008  -0.0007
Si  4.0693  4.0954  6.8181  -0.0021  -0.0021  -0.0003
Si  1.3672  6.7713  6.7771  -0.0032  -0.0007  0.0007
Si  4.0928  9.5178  6.827  -0.0005  -0.0005  -0.0007
Si  6.8193  1.3518  6.7937  -0.0022  -0.0018  0
Si  9.5309  4.076  6.8038  -0.0007  -0.0009  -0.0002
Si  6.8003  6.8321  6.8284  -0.0004  0.0006  -0.0007
Si  9.534  9.5394  6.8259  -0.002  -0.0014  -0.0005
Si  -0.0175  2.7255  8.1915  -0.0019  -0.0005  0.0002
Si  2.7039  -0.0025  8.1634  -0.0017  -0.0001  0.0004
Si  0.0069  8.1421  8.1364  -0.0015  -0.001  0.0006
Si  2.7004  5.44  8.1778  -0.0027  -0.0021  0.0009
Si  5.4363  2.7135  8.1391  -0.0013  -0.0016  0.0002
Si  8.1536  -0.0004  8.1714  -0.0025  -0.0005  -0.0002
Si  5.4343  8.1682  8.2032  -0.0021  -0.0016  0.0005
Si  8.1563  5.4477  8.1508  -0.0023  -0.0004  0.0007
Si  1.3341  4.0946  9.546  -0.0009  0  0.0021
Si  4.0588  1.3744  9.5047  -0.0015  -0.0006  0.0012
Si  1.3463  9.5018  9.5073  -0.0018  -0.0009  0.001
Si  4.0389  6.8122  9.5372  -0.0004  -0.0004  0.0005
Si  6.7672  4.1017  9.4916  0.0001  -0.0028  0.0006
Si  9.5045  1.3487  9.5269  -0.0023  -0.0008  0.001
Si  6.7891  9.5463  9.5444  -0.0015  -0.0005  0.001
Si  9.5144  6.813  9.5035  -0.0017  -0.0013  0.0014
Si  -0.0313  -0.0513  10.8639  0.0019  -0.0043  0
Si  2.7148  2.738  10.8845  -0.0013  -0.0013  0.0017
Si  -0.0402  5.4643  10.8903  0.0007  -0.0009  0.001
Si  2.6763  8.1633  10.9127  0.0022  -0.0004  0.0009
Si  5.3731  -0.0045  10.8764  -0.0026  -0.0018  0.0004
Si  8.1188  2.732  10.8248  0.0004  -0.0011  -0.0023
Si  5.3948  5.4479  10.8736  -0.0008  -0.0029  0.0005
Si  8.1742  8.1825  10.8762  -0.0012  0.0009  0.0005
Si  1.3603  1.3027  12.1606  -0.0001  -0.0025  0.0008
Si  4.0271  4.1319  12.282  0.0013  -0.0012  -0.0015
Si  1.2871  6.8304  12.2852  -0.0009  -0.0001  0.0007
Si  4.0349  9.5158  12.2837  -0.0002  -0.0012  -0.0007
Si  6.7219  1.4057  12.1566  -0.0007  -0.0018  -0.0007
Si  9.4639  4.0783  12.1903  -0.0001  -0.0028  -0.0017
Si  6.7672  6.8366  12.1764  -0.0014  -0.0013  0.0004
Si  9.5198  9.5065  12.2988  -0.001  0.0004  -0.0017
Si  -0.0254  2.6575  13.4329  0.0002  -0.002  -0.0008
Si  2.6395  -0.0195  13.6335  -0.0017  -0.0002  -0.0013
Si  -0.0354  8.1339  13.7601  0.0011  0.0002  0.0017
Si  2.6376  5.5001  13.6597  -0.0014  0.0005  0.0009
Si  5.4051  2.7363  13.5793  -0.0007  -0.0013  0.0032
Si  8.0757  0.0587  13.4761  -0.0032  0  0.0011
Si  5.448  8.1594  13.6069  -0.0001  -0.0021  0.0038
Si  8.0707  5.4577  13.5152  -0.0023  0.0016  0.0003
Si  1.2339  3.9908  14.8605  0.0026  -0.0003  -0.001
Si  4.0085  1.4  14.9128  -0.0015  -0.0013  0.0015
Si  1.3211  9.5548  15.1357  0.0001  -0.0031  -0.0019
Si  4.0608  6.8756  15.021  -0.0014  -0.0025  -0.0038
Si  6.7342  4.1359  14.9391  -0.0016  -0.0018  -0.001
Si  9.4339  1.408  14.7891  -0.0018  -0.0003  -0.0021
Si  6.7364  9.6713  14.8849  -0.0013  0.0006  -0.0018
Si  9.4665  6.6117  14.9998  -0.0028  0.0045  0.0121
Si  -0.3993  -0.0977  16.2154  0.0002  0.0051  0.0383
Si  2.7746  2.8808  16.2127  0.0017  -0.0004  0.0408
Si  -0.5486  4.775  16.1342  0.0045  0.0034  0.0253
Si  3.1096  8.5598  16.3939  0.0033  -0.005  0.0465
Si  5.2721  -0.007  16.2548  0.0052  0.0033  0.0282
Si  8.4986  3.1244  16.1056  -0.0079  -0.0086  0.0276
Si  5.056  5.1526  16.2944  -0.0012  -0.0012  0.0456
Si  8.0649  8.7998  16.5624  -0.0135  -0.0014  0.0491
Si  -0.1047  15.4203  19.1186  -0.0028  0.0038  0.0811
Si  1.6858  4.3103  35.1461  -0.0013  -0.0012  -0.0659
Si  -26.4065  22.0911  34.4656  -0.0152  0.0044  -0.0647
Si  -10.807  2.7898  33.019  -0.0157  0.0014  -0.0681
Si  3.4633  8.1112  19.3296  -0.0095  0.0081  0.0721
Si  -5.4285  -1.4708  24.4058  -0.0047  0.0047  0.0283
Si  -4.6248  2.8029  26.5547  0.0008  -0.0043  -0.0002
Si  22.7159  1.6897  18.4718  -0.0004  0.0022  0.076
Si  -0.979  -4.2184  26.0816  0.0005  -0.0008  0.0056
Si  -14.3444  12.6006  21.3904  0.0116  0.0017  0.058
Si  -12.9715  12.3694  34.8807  0.0096  0.0116  -0.0616
Si  19.5742  -15.6054  20.6119  0.0041  0.0061  0.0534
Si  -5.908  15.3956  24.4084  -0.0038  -0.0025  0.034
Si  6.7892  14.5567  29.4376  -0.0005  -0.0013  -0.0181
Si  -8.0524  10.7457  25.1052  0.0043  -0.0035  0.016
Si  -7.1161  7.1071  25.54  -0.0004  0.0007  0.0061
Si  -24.8798  -10.5633  25.5809  -0.002  -0.0018  0.0177
Si  -0.6294  8.6011  21.8987  0.0044  0.0008  0.0496
Si  15.9595  -6.3993  19.1012  -0.0076  0.0049  0.0784
Si  -8.5088  3.9484  23.1146  -0.0021  -0.0116  0.0441
Si  -2.6179  19.69  27.227  -0.0001  0.0016  -0.0096
Si  -17.8167  13.2743  30.2131  0.0047  0.008  -0.0427
Si  -6.6125  6.0774  35.496  0.0026  -0.0034  -0.0675
Si  12.0643  -2.667  24.5585  0.0105  -0.0019  0.03
Si  -12.1635  14.7323  30.3645  -0.0087  0.0069  -0.0506
Si  9.5903  1.6361  23.3642  0.0069  0.0021  0.0394
Si  1.6708  -0.5614  20.6015  -0.0067  -0.0068  0.0611
Si  2.5516  6.4823  28.3199  -0.0001  -0.0046  -0.0201
Si  -25.9566  1.9261  18.3821  -0.0061  0.0015  0.0779
Si  -25.3774  9.6983  22.0255  0.0024  0.0002  0.0583
Si  -6.7052  0.9279  27.6353  0.0058  0  -0.0158
Si  -4.9327  31.3203  28.7684  0.0054  0.0048  -0.0238
Si  13.4571  5.3983  20.4435  0.0044  -0.0052  0.0623
Si  0.2115  4.6422  27.7471  0.0008  0.0091  -0.0137
Si  -15.2632  15.5244  21.8314  -0.0001  -0.0107  0.0595
Si  1.5522  18.2843  30.8196  0.0085  -0.0071  -0.0434
Si  1.619  1.1677  22.9381  -0.0035  0.0077  0.0398
Si  -24.9399  -4.8737  30.9404  0.0046  0.0004  -0.0438
Si  -17.7863  11.2924  32.5624  -0.0008  -0.0007  -0.0664
Si  10.7075  -6.7264  24.8821  -0.0029  0.0057  0.0187
Si  12.1366  0.1409  33.7026  0.0099  -0.0102  -0.0696
Si  -11.5325  8.9247  32.2898  0.0032  -0.0073  -0.0634
Si  6.6872  8.2127  19.345  -0.0028  -0.0013  0.0743
Si  -5.4612  -4.6179  32.6066  0.0038  -0.004  -0.086
Si  -13.4288  -1.5067  34.4611  0.0127  -0.0034  -0.0718
Si  8.42  8.9899  30.0551  -0.008  -0.0015  -0.0415
Si  -17.4827  8.7286  31.0356  -0.0037  -0.0015  -0.0424
Si  -18.4554  16.0725  30.7449  -0.0111  0.0009  -0.0434
O  -2.6695  -7.8155  -7.2125  0.0099  0.002  0.0129
O  -3.6331  1.5872  -2.7266  0.0121  -0.005  0.036
O  -1.9805  2.1058  -0.8203  -0.0117  0.0139  0.0397
O  3.0126  -7.2035  -6.9033  0.0048  -0.0006  0.014
O  -4.9736  10.6954  -1.2208  -0.0187  0.0022  0.0454
O  -8.9076  5.9047  -5.8732  -0.0044  0.0018  0.0165
O  -8.1043  10.6678  -3.764  -0.0127  0.0031  0.0262
O  4.0918  10.2555  -12.9821  0.0029  -0.0002  -0.009
O  -7.7015  21.8945  -10.5258  0.0029  0.0024  -0.001
O  3.6767  -9.2371  -5.576  -0.0007  -0.0147  0.0337
O  -2.8781  8.528  -1.4  0.0014  -0.0168  0.0582
O  4.1007  12.2987  -0.3764  -0.0039  0.002  0.0155
O  -3.992  0.3802  -15.0566  0.0004  0.0069  -0.0281
O  -22.5279  5.9281  -9.6835  0.0026  -0.002  0.003
O  -20.7667  3.9137  -3.4553  0.0112  0.011  0.0422
O  -12.8258  1.9196  -15.2803  -0.0121  0.0019  -0.0295
O  -0.0103  5.1712  17.6377  -0.0086  0.0002  -0.0571
O  -3.9052  -1.613  20.5117  -0.0095  -0.0124  -0.0383
O  -1.4971  -1.1718  16.7872  0.0079  0.0069  -0.0191
O  -5.4139  -16.3  17.859  0.0006  0.0051  -0.0558
O  -8.6815  24.0324  17.6204  0.0147  0.0118  -0.0366
O  -1.1028  7.2223  21.1746  -0.0072  -0.0147  -0.0229
O  -11.8965  13.9222  24.1053  -0.0031  -0.0054  -0.0117
O  3.7094  6.0167  29.3854  0.004  -0.0016  0.0159
O  1.8424  24.4162  22.3192  -0.0009  -0.0018  -0.0158
O  15.8866  8.1276  25.2654  0.002  0.0051  -0.0044
O  7.3932  12.5665  26.3501  0.0022  0.0031  -0.0021
O  7.9363  2.5866  17.5607  0.0187  0.0139  -0.0447
O  5.0785  8.0421  19.2836  -0.0122  -0.0017  -0.0198
O  8.5428  7.2936  16.1939  0.0073  -0.0113  -0.0207
O  18.084  -2.1158  17.9232  0.0166  0.0081  -0.0552
O  4.197  9.7445  16.7805  0.0003  0.0018  -0.0192
O  -10.4918  -1.0428  33.0572  0.015  0.0162  0.0317
O  -13.1272  -10.1671  24.2898  0.0073  0.0035  -0.0168
O  9.3726  4.9789  19.7584  0.0144  -0.0102  -0.026
O  3.4882  -6.3838  19.4475  0.0135  -0.0025  -0.0243
O  -3.5519  12.3525  19.7982  -0.0082  0.0012  -0.0647
O  0.2848  -3.2764  25.7536  0.0003  0.0015  -0.008
O  15.2579  -5.2572  25.3806  0.0019  -0.005  -0.0079
O  6.2644  19.85  23.0637  0.0101  0.0023  -0.0263
O  2.872  -1.3957  19.9225  0.0104  -0.013  -0.0266
O  -2.0141  9.3849  22.3143  0.0014  -0.0044  -0.0196
O  13.8312  6.9498  20.3055  0.0049  0.0072  -0.0271
O  -2.983  7.5649  30.6018  0  -0.0083  0.0179
O  1.5035  7.3976  29.1859  -0.0003  0.0013  0.0173
O  4.8009  2.1703  26.8201  0.0003  -0.0012  0.0008
O  13.6954  7.8816  17.854  -0.007  0.0015  -0.0573
O  -16.2485  13.7039  30.0159  -0.0062  0.0004  0.013
O  -10.5759  -1.4335  20.8676  0.0141  0.0077  -0.0227
O  6.0338  11.6004  17.5303  -0.0095  -0.0136  -0.0324
O  -13.8492  5.4225  21.8365  0.0063  0.0053  -0.0246
O  0.0484  13.8107  19.0272  0.0087  -0.0151  -0.0311
O  -0.4425  3.1765  31.5562  0.0134  -0.0143  0.0496
O  6.6074  -7.8721  21.8745  0.0024  -0.0069  -0.0202
O  0.0485  0.7778  17.4995  -0.0084  -0.0138  -0.0389
O  -0.2964  -6.9926  29.0758  -0.0047  0.0008  0.0221
O  1.2169  4.4624  24.1191  0.0079  -0.0059  -0.0134
O  -4.7791  3.6842  25.2156  -0.0018  0.0053  -0.0107
O  5.7769  5.0144  20.4482  -0.0115  -0.0022  -0.0451
O  -9.914  12.3603  32.8567  -0.0031  -0.0012  0.0246
O  -14.8164  9.8993  33.7839  0.0009  0.0095  0.0224
O  -25.5503  -0.9565  29.8466  0.006  -0.0008  0.0154
O  -11.4835  21.0756  37.2634  -0.0082  -0.0081  0.0224
O  -5.4769  10.884  28.0874  0.003  -0.0041  0.0091
O  -9.2725  20.5859  25.0223  0.0001  0.001  -0.0075
O  -19.5399  0.0053  22.0114  -0.001  -0.0134  -0.0398
O  -10.8306  0.8217  23.0968  0.0052  0.0001  -0.0122
O  11.927  -5.7348  20.047  -0.0131  -0.0063  -0.0255
O  -10.7213  -3.1541  31.5582  -0.0063  0.0079  0.0197
O  -4.1904  8.6622  27.6269  -0.0001  0.0022  0.0094
O  13.1859  22.98  24.4037  -0.0039  0.0044  -0.014
O  14.0872  18.141  27.0578  -0.0008  0.0008  0.0049
O  -23.2409  9.6835  31.1109  0.0114  0.0013  0.0315
O  -27.9173  8.7398  29.4766  -0.0048  -0.0013  0.0244
O  -1.7332  -0.1137  34.7954  -0.0001  0.0086  0.0187
O  -9.5079  0.742  19.6919  -0.0063  0.0162  -0.0483
O  -7.915  -5.6225  34.9471  0.0066  0.0019  0.026
O  3.7363  14.4847  23.9213  -0.0032  0.0031  -0.0126
O  14.7395  -6.824  16.5468  -0.0083  -0.006  -0.0224
O  -26.2167  10.4073  25.1969  -0.0027  -0.0026  -0.0095
O  -16.7571  0.8929  33.6722  0.0303  -0.0031  0.0414
O  -25.9045  5.2312  29.8852  0.0034  0.0074  0.0157
O  0.2953  8.2529  23.1957  -0.0115  0.0044  -0.0307
O  6.7251  -7.2106  27.8246  -0.0007  0.0033  0.0158
O  -14.1879  -3.9772  19.6791  -0.0089  0.0067  -0.0315
O  1.7456  5.1546  27.8442  0.0021  0.0025  0.0066
O  -2.2919  7.5901  26.2091  0.0007  0.0039  0.0025
O  -12.6505  -2.1367  28.6087  0.0009  0.0028  0.0199
O  -4.0342  -6.9043  36.7023  0.0035  -0.001  0.0119
O  -8.6652  13.905  35.957  0.0075  -0.0101  0.0321
O  -12.5967  8.4529  33.4237  -0.0127  0.0097  0.0368
O  -20.873  0.3927  35.2707  -0.0042  -0.0031  0.0592
O  -11.9627  16.412  24.9336  0.0003  -0.002  -0.0057
O  -18.3177  12.3502  28.9763  0.0006  0.0058  0.0161
O  -6.2459  -11.6024  31.6231  -0.006  0.0102  0.0286
O  2.5584  7.3561  24.4725  -0.0022  -0.0003  -0.0064
O  -17.3141  -5.7152  31.8911  0.011  0.0114  0.0313
O  5.1512  6.429  34.1812  -0.0156  -0.0073  0.0638
O  -5.3499  -7.8936  18.7076  0.0078  -0.0093  -0.0284
O  -8.1768  8.4583  31.2187  0.0033  -0.0009  0.0131
O  -1.7087  5.3182  30.8919  0.0014  0.0012  0.0162
O  1.819  9.3257  36.5859  0.0074  -0.0077  0.0208
O  -10.7817  25.4796  26.4205  0.0015  -0.004  -0.0033
O  -19.0299  15.94  22.0057  0.0004  0.0148  -0.0423
O  -7.1911  7.4309  36.2089  -0.0134  0.0156  0.029
O  5.151  -3.2255  31.8601  0.0039  -0.0085  0.0243
O  -12.0784  13.2985  33.9343  -0.0204  -0.0201  0.0347
O  -1.2833  17.6308  36.7735  -0.0022  -0.0027  0.0163
O  -3.9033  5.8834  32.3834  -0.0095  0.001  0.0288
O  -13.1512  21.1113  26.5372  0.0004  0.0032  -0.0015
O  -16.0857  5.1533  23.1116  0.0098  -0.0013  -0.0295
O  -10.3519  15.9339  36.0009  -0.0129  0.0135  0.0397

Results
free energy: -161109.889 eV
free energy less fixed offsets of O -570.45, Si -639.56 eV per atom: -6.369 eV

The program warned: the cutoff lies below the one the program advises for these potential files; the forces do not sum to zero within the program's tolerance; empty levels may hold ghost states of the PAW files; the exchange-correlation potential is rough where the density is thin.
